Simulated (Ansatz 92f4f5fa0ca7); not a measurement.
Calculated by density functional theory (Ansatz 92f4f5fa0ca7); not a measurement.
Periodic cell of 300 atoms, Si196O104, from a study of silicon, its oxide and their interface. The atomic structure is a simulated model.
Doubt: the cutoff is far below the 930 eV that the study's wrapper takes by default for these files, so forces and energies are approximate.

Settings: functional PBE; potential files Ansatz PAW; basis plane waves; wave-function cutoff 580 eV; density cutoff ratio 5; exchange-correlation grid ratio 1; k mesh 1 x 1 x 1, Gamma-centred; self-consistency stop 5e-08 eV per atom in the density residual; occupations fixed; spin none; net charge 0.

Cell vectors (angstrom)
a, 11.6015, 0, 0
b, 0, 10.938, 0
c, 0, 0, 41.7151

Atoms and the computed forces on them: element, x, y, z (angstrom), force x, y, z (eV/angstrom)
Si, 0, 0, 0.9665, 0.0018, 0.0415, -0.0105
Si, 3.8672, 0, 0.9665, 0.0075, 0.0383, -0.0041
Si, 7.7343, 0, 0.9665, -0.0082, -0.0132, -0.0293
Si, 1.9336, 1.3673, 0.9665, 0.0042, -0.0538, 0.0158
Si, 5.8008, 1.3673, 0.9665, 0.0016, 0.0099, 0.0181
Si, 9.6679, 1.3673, 0.9665, -0.0005, -0.0285, 0.0032
Si, 0, 5.469, 0.9665, -0.0043, 0.0425, -0.0112
Si, 3.8672, 5.469, 0.9665, -0.0103, 0.0623, -0.0105
Si, 7.7343, 5.469, 0.9665, 0.0153, 0.0402, -0.0066
Si, 1.9336, 6.8362, 0.9665, -0.0036, -0.028, 0.0211
Si, 5.8008, 6.8362, 0.9665, -0.0038, -0.0847, 0.0101
Si, 9.6679, 6.8362, 0.9665, 0.0018, -0.0401, 0.0083
Si, 1.9336, 2.7345, 40.748, -0.0024, 0.0366, 0.0081
Si, 5.8008, 2.7345, 40.748, 0.0003, -0.0514, 0.0492
Si, 9.6679, 2.7345, 40.748, 0.0077, 0.0078, 0.022
Si, 0, 4.1018, 40.748, 0.0125, -0.0618, -0.0239
Si, 3.8672, 4.1018, 40.748, 0.0092, -0.0984, -0.0298
Si, 7.7343, 4.1018, 40.748, -0.0123, -0.0556, -0.0153
Si, 1.9336, 8.2035, 40.748, 0.0046, 0.0085, 0.0016
Si, 5.8008, 8.2035, 40.748, -0.0075, 0.1085, -0.0445
Si, 9.6679, 8.2035, 40.748, 0.0079, 0.0588, -0.037
Si, 0, 9.5708, 40.748, -0.0002, -0.0114, 0.0361
Si, 3.8672, 9.5708, 40.748, -0.0032, -0.0079, 0.0424
Si, 7.7343, 9.5708, 40.748, 0.0013, -0.0008, 0.006
Si, 0, 0, 4.8337, 0.0461, -0.139, 0.102
Si, 3.8672, 0, 4.8337, 0.0179, -0.0707, 0.1405
Si, 7.7343, 0, 4.8337, -0.0456, -0.0901, -0.3495
Si, 1.9336, 1.3673, 4.8337, -0.0202, -0.054, 0.0662
Si, 5.8008, 1.3673, 4.8337, -0.0162, -0.0503, -0.0713
Si, 9.6679, 1.3673, 4.8337, 0.0047, -0.0377, 0.0377
Si, 0, 5.469, 4.8337, 0.0225, 0.0029, -0.0231
Si, 3.8672, 5.469, 4.8337, -0.0567, 0.0297, -0.0316
Si, 7.7343, 5.469, 4.8337, 0.011, 0.025, 0.0569
Si, 1.9336, 6.8362, 4.8337, 0.0363, -0.1144, 0.0656
Si, 5.8008, 6.8362, 4.8337, -0.051, -0.1774, 0.1367
Si, 9.6679, 6.8362, 4.8337, 0.039, -0.2687, -0.1263
Si, 1.9336, 2.7345, 2.9001, -0.0054, 0.0349, -0.0341
Si, 5.8008, 2.7345, 2.9001, 0.0101, -0.0208, -0.0365
Si, 9.6679, 2.7345, 2.9001, 0.003, 0.0026, -0.0466
Si, 0, 4.1018, 2.9001, 0.0171, -0.0534, 0.0341
Si, 3.8672, 4.1018, 2.9001, 0.0037, -0.0711, 0.0322
Si, 7.7343, 4.1018, 2.9001, -0.0137, -0.0654, 0.0416
Si, 1.9336, 8.2035, 2.9001, -0.0028, 0.0687, 0.0441
Si, 5.8008, 8.2035, 2.9001, 0.004, 0.1068, 0.0375
Si, 9.6679, 8.2035, 2.9001, -0.0025, 0.0558, 0.0193
Si, 0, 9.5708, 2.9001, -0.0028, -0.0193, -0.0223
Si, 3.8672, 9.5708, 2.9001, -0.0131, -0.0374, -0.0055
Si, 7.7343, 9.5708, 2.9001, 0.0136, 0.0865, -0.0821
Si, -0.4874, 0.071, 31.1451, 0.0133, 0.009, 0.0119
Si, 1.4137, 1.4009, 31.1141, -0.0266, -0.0112, -0.0007
Si, 7.3269, 0.5816, 31.2702, 0.0086, 0.022, 0.004
Si, 3.0305, -0.2914, 31.1351, 0.0158, -0.0669, -0.0099
Si, 5.199, 0.5828, 29.1541, -0.0039, -0.004, -0.0066
Si, 9.4153, 1.6555, 31.1165, -0.0115, -0.0083, 0.0149
Si, -0.0107, 5.6659, 30.8908, 0.0082, 0.0048, -0.0256
Si, 4.3558, 5.755, 30.4781, -0.5386, 0.0407, 0.3112
Si, 7.7868, 5.4932, 31.049, 0.0714, 0.0173, 0.0057
Si, 2.0727, 7.84, 31.1652, 0.1934, -0.2661, -0.1278
Si, 9.6189, 6.8969, 30.9057, 0.0004, -0.0099, 0.0168
Si, 6.1442, 7.1076, 30.8171, -0.078, -0.0143, 0.02
Si, 1.8822, 2.751, 32.998, 0.0136, 0.0148, -0.0194
Si, 5.9878, 2.6698, 33.2114, -0.0174, 0.0013, 0.0035
Si, 9.7366, 2.9259, 33.0735, -0.0041, -0.003, -0.0192
Si, 0.0935, 4.2995, 32.9286, 0.0006, -0.0093, 0.007
Si, 3.9813, 3.8563, 32.9495, 0.0297, 0.0593, -0.1231
Si, 7.7807, 4.2302, 33.0688, -0.0005, 0.0053, 0.004
Si, 1.9342, 8.475, 33.3448, 0.0049, -0.0144, -0.0243
Si, 5.8357, 8.3592, 32.8678, 0.0128, 0.004, -0.0002
Si, 9.61, 8.2466, 32.9265, 0.0063, -0.0074, -0.0277
Si, -0.1107, 9.6731, 33.0903, 0.0002, 0.0155, -0.0002
Si, 3.8957, 9.7415, 33.1378, -0.0326, -0.0092, -0.0283
Si, 7.7339, 9.7509, 32.9182, -0.0167, -0.0019, 0.0011
Si, -0.037, 0.0876, 35.002, -0.0067, -0.0054, -0.0103
Si, 3.9209, 0.1263, 35.0385, 0.0074, -0.0011, 0.01
Si, 7.795, 0.0274, 34.967, 0.002, -0.0056, 0.0024
Si, 1.925, 1.4058, 34.9541, 0.0011, 0.0062, 0.0108
Si, 5.8939, 1.3864, 35.1368, 0.0065, 0.0099, -0.0017
Si, 9.6739, 1.4765, 34.9717, 0.0015, 0.0081, 0.0098
Si, -0.0382, 5.5432, 34.9248, 0.0122, 0.0044, 0.0003
Si, 3.8796, 5.456, 34.8014, -0.0107, -0.0019, -0.0146
Si, 7.7079, 5.5805, 34.97, -0.0063, -0.0018, 0.0008
Si, 1.9306, 6.8244, 34.9938, 0.0101, 0.0058, 0.0016
Si, 5.7735, 6.9149, 34.8156, -0.001, -0.0138, 0.0048
Si, 9.6317, 6.9197, 34.9089, 0.0022, -0.0078, 0.0164
Si, 1.9277, 2.7748, 36.879, -0.0009, -0.003, 0.0003
Si, 5.814, 2.8146, 36.9628, -0.0051, -0.0071, 0.002
Si, 9.6559, 2.7903, 36.9123, -0.001, 0.0013, 0.0027
Si, -0.011, 4.1429, 36.8566, -0.0038, -0.0024, 0.0006
Si, 3.867, 4.1466, 36.8295, 0.0008, 0.0101, -0.0078
Si, 7.7342, 4.1631, 36.8815, 0.0014, 0.0015, -0.0011
Si, 1.9527, 8.2146, 36.9009, -0.0038, -0.0094, -0.006
Si, 5.799, 8.2145, 36.8342, 0.0024, 0, -0.0054
Si, 9.6813, 8.2176, 36.8837, 0.0007, -0.0044, 0.0023
Si, 0.0089, 9.5806, 36.8807, 0.0048, 0.0043, 0.0054
Si, 3.8765, 9.5911, 36.8869, -0.0032, 0.0014, 0.0028
Si, 7.7559, 9.5691, 36.8751, 0.0035, -0.0023, 0.0019
Si, 0, 0, 38.8144, 0.0261, 0.0556, 0.0015
Si, 3.8672, 0, 38.8144, 0.0114, 0.0839, 0.0739
Si, 7.7343, 0, 38.8144, -0.0064, 0.0254, -0.0845
Si, 1.9336, 1.3673, 38.8144, -0.0001, 0.1035, -0.0886
Si, 5.8008, 1.3673, 38.8144, -0.0065, 0.0768, 0.2605
Si, 9.6679, 1.3673, 38.8144, -0.0396, 0.0457, -0.0041
Si, 0, 5.469, 38.8144, -0.001, 0.1385, -0.0411
Si, 3.8672, 5.469, 38.8144, -0.0274, 0.1241, -0.1931
Si, 7.7343, 5.469, 38.8144, 0.0223, 0.2862, 0.1566
Si, 1.9336, 6.8362, 38.8144, 0.01, 0.0285, 0.1662
Si, 5.8008, 6.8362, 38.8144, 0.0167, 0.0283, -0.2493
Si, 9.6679, 6.8362, 38.8144, 0.03, -0.0329, -0.0131
Si, 1.9313, 2.7157, 6.7839, 0.0017, -0.0034, -0.0019
Si, 5.7888, 2.7497, 6.74, -0.005, -0.0054, 0.001
Si, 9.6734, 2.7462, 6.7559, 0.0009, -0.0028, -0.0027
Si, 0.0087, 4.1041, 6.7741, -0.002, 0.0053, 0.0004
Si, 3.8563, 4.0963, 6.7662, -0.0011, 0.0022, -0.0018
Si, 7.7267, 4.0994, 6.7802, 0.003, 0.006, 0.0013
Si, 1.9662, 8.1466, 6.8077, -0.0023, -0.0041, -0.0017
Si, 5.7849, 8.1378, 6.8182, 0.0013, -0.0044, 0
Si, 9.6784, 8.1526, 6.7653, -0.0003, -0.0055, 0.0041
Si, 0.0126, 9.5011, 6.7544, 0.0063, 0.0045, -0.003
Si, 3.8762, 9.5369, 6.7738, -0.0022, 0.002, 0.0008
Si, 7.7398, 9.4728, 6.6606, -0.0051, -0.0018, -0.0022
Si, -0.0286, -0.0698, 8.6641, 0.0048, -0.0039, -0.0021
Si, 3.8743, -0.0498, 8.7144, 0.0035, -0.0007, -0.0029
Si, 7.7321, -0.0334, 8.4658, 0.0004, 0.0019, 0.0047
Si, 1.9015, 1.2557, 8.6669, 0.003, 0.0005, -0.0075
Si, 5.8148, 1.3007, 8.5844, -0.0024, 0.0053, 0.0001
Si, 9.669, 1.3119, 8.6308, -0.0064, 0.0064, 0.0022
Si, 0.0039, 5.4871, 8.707, -0.0022, -0.0024, -0.0043
Si, 3.8809, 5.3001, 8.8006, 0.0004, 0.0027, -0.0043
Si, 7.7, 5.4169, 8.7646, -0.006, -0.0017, 0.0008
Si, 1.9736, 6.7767, 8.7842, 0.0021, 0.0011, -0.0067
Si, 5.7599, 6.7628, 8.8063, 0.0058, -0.0002, -0.0044
Si, 9.6296, 6.7967, 8.7208, 0.0016, 0.0012, -0.0074
Si, 1.8592, 2.548, 10.6165, 0.0004, -0.002, 0.0125
Si, 6.016, 2.2929, 10.6911, -0.0037, 0.0061, -0.0013
Si, 9.7533, 2.7161, 10.5342, -0.0069, 0.0036, 0.0058
Si, 0.0711, 4.0688, 10.5756, -0.0075, -0.0009, 0.0005
Si, 3.6705, 4.9698, 12.4289, -0.0099, -0.0025, 0.007
Si, 7.7528, 3.9269, 10.6198, 0.0015, -0.0086, -0.0062
Si, 1.9684, 8.218, 10.694, -0.0006, -0.0015, 0.0062
Si, 5.8305, 8.1761, 10.7322, 0.0008, 0.0063, -0.0061
Si, 9.6362, 8.2699, 10.5693, 0.0002, 0.0176, -0.0036
Si, -0.0137, 9.5598, 10.6435, -0.0093, -0.0038, 0.0048
Si, 3.9095, 9.5948, 10.7186, 0.0018, -0.0068, -0.0045
Si, 7.6864, 9.5831, 10.3685, 0.0024, -0.008, -0.0014
Si, -0.4074, -0.0943, 12.6244, -0.0014, 0.0036, -0.0046
Si, 3.3396, -0.1518, 12.727, -0.01, 0.0169, 0.0039
Si, 7.3034, 0.4125, 11.8334, 0.0011, 0.0054, -0.0017
Si, 1.5171, 1.268, 12.611, 0.0031, -0.0072, -0.0082
Si, 5.8579, 0.3678, 14.3202, -0.0033, 0.0011, -0.0048
Si, 7.9629, 2.6076, 14.9056, 0.0007, -0.0032, -0.0028
Si, 0.2172, 5.2777, 12.5988, -0.005, -0.0013, 0.0029
Si, 3.9509, 3.6253, 10.5827, 0.0121, -0.0092, -0.0024
Si, 5.7776, 7.1051, 12.8875, 0.0009, -0.0032, 0.0114
Si, 2.0611, 6.6783, 12.4949, -0.0044, 0.0019, -0.0053
Si, 8.0152, 5.3584, 13.5732, -0.013, -0.0029, -0.0033
Si, 9.9829, 6.4972, 13.255, 0.0138, 0.0174, -0.0084
O, 7.7216, 4.2222, 14.7345, 0.0021, 0.0063, 0.0014
O, 7.7453, 4.7176, 12.0809, 0.0022, 0, -0.0021
O, 5.6797, 10.2863, 15.5875, -0.0008, 0.0005, 0.0016
O, 5.1474, 5.6028, 12.7232, -0.0033, -0.0045, -0.0002
O, 9.4843, 7.4645, 12.0074, 0, -0.0178, 0.0197
O, 3.2439, 4.0952, 13.7668, 0.0033, 0.0032, -0.0011
O, 0.5424, 4.3482, 13.9498, 0.0023, 0.0016, 0.002
O, 10.4592, 7.4096, 14.5311, -0.0038, -0.0049, 0.0018
O, 11.0685, 9.9519, 14.0209, -0.0012, -0.0061, 0.0085
O, 13.2478, 2.0047, 14.107, 0.001, 0.0041, 0.0066
O, 6.5613, 1.81, 14.6198, -0.0001, 0.003, 0.0037
O, 4.8189, 8.0496, 13.8092, -0.0064, 0.0035, 0.0042
O, 4.6447, 10.3689, 28.1724, 0.0035, 0.0018, 0.0005
O, 1.5157, 2.249, 29.6865, 0.009, -0.0037, 0.0026
O, 7.7687, 4.493, 29.702, -0.0162, -0.0101, -0.0125
O, 2.5745, 9.209, 30.3493, -0.0292, -0.0681, 0.0832
O, -1.9557, 7.8925, 29.5527, -0.0072, 0.0024, -0.0056
O, -4.9648, 0.1311, 29.8293, -0.0026, -0.0047, -0.0062
O, 12.1656, 4.7548, 29.6427, -0.0174, -0.0016, -0.0046
O, 4.3034, 4.3896, 31.393, -0.0082, 0.2896, -0.0799
O, 5.2836, 2.0341, 28.3832, -0.002, 0.001, 0.0025
O, 6.4567, 7.8589, 29.3417, 0.0038, -0.0017, -0.0034
O, 0.3759, 8.1921, 28.2209, -0.001, 0.0013, -0.0099
O, 12.1936, 7.2377, 30.7757, 0.2326, -0.0033, 0.0272
Si, 13.1118, 7.8709, 27.1166, 0.0041, 0.0049, 0.0065
Si, 3.3672, 8.3457, 14.4972, -0.0056, 0.0023, -0.0013
Si, 8.7205, 3.5018, 28.8202, 0.0005, 0.0088, 0.0045
Si, 7.8933, 2.3379, 20.5912, -0.0001, -0.0004, 0.0005
Si, 11.524, 8.8814, 17.977, 0.0001, 0.0003, -0.0011
Si, 1.8753, 3.5711, 14.4895, -0.0053, -0.0028, -0.0026
Si, 10.6677, 3.8499, 26.5811, -0.0036, 0.0028, 0.0007
Si, -1.7882, 13.2802, 23.9811, 0.001, 0.0006, 0.0015
Si, 8.9595, 8.799, 26.3055, 0.0047, 0.0052, 0.0047
Si, 6.7869, 9.132, 21.7187, -0.0011, -0.001, 0.0027
Si, 10.6021, 8.8953, 15.1627, 0.0012, 0.0044, -0.0069
Si, 11.4301, 6.0431, 22.3458, 0.0006, 0.0013, 0.0009
Si, 0.9955, 10.6201, 20.0541, -0.0004, -0.0004, -0.0002
Si, 1.259, 2.6074, 19.9545, 0.001, 0.0004, -0.0003
Si, 4.5087, 4.8802, 21.8026, 0.0003, 0.0006, -0.0001
Si, 6.5703, 6.5138, 23.2044, -0.0058, 0.0084, 0.0006
Si, 9.3577, 1.3768, 12.4162, 0.0041, -0.0062, -0.008
Si, 5.8391, 5.2319, 26.1156, 0.0136, -0.0014, -0.0041
Si, 2.654, 3.8289, 17.5559, -0.0023, 0.0001, -0.0011
Si, 4.5576, 1.3472, 18.0156, -0.0005, 0, 0.0003
Si, 4.0505, 2.3303, 23.2515, -0.0007, 0.0004, 0.0009
Si, -0.9645, 8.9361, 28.7528, -0.0017, 0.0075, 0.0134
Si, 13.1725, 7.7141, 20.1652, -0.0004, 0.0007, 0.0007
Si, 8.0886, -0.3476, 23.8064, -0.0014, -0.0006, 0.0024
Si, 3.344, 5.3129, 27.6636, -0.0333, 0.0041, -0.0256
Si, 8.6674, 9.2994, 17.3972, 0.0005, 0.0007, -0.0009
Si, 6.4465, 2.3391, 27.255, 0.0004, -0.0042, 0.0026
Si, -2.7667, 4.7322, 22.172, -0.0002, -0.0002, 0.0013
Si, 10.6916, 1.4238, 21.4175, 0.0012, -0.0002, 0.0011
Si, 4.5904, 9.795, 16.7336, 0.0001, 0.0007, -0.0016
Si, 6.4013, 7.6418, 27.7183, -0.0045, -0.0001, -0.0032
Si, 4.1255, 9.4489, 26.9536, -0.0059, 0, 0.0095
Si, 5.5098, 0.4655, 25.1418, 0.0016, -0.0005, 0.0032
Si, 5.1868, 11.676, 21.0517, -0.0009, 0, 0.0009
Si, 4.0335, 5.9854, 19.1466, -0.0018, 0.0005, -0.0003
Si, 7.6884, 1.4223, 17.6579, -0.0003, -0.0001, -0.0007
Si, 1.1724, 3.5193, 28.7409, -0.0055, 0.0163, 0.0099
Si, -0.5774, 6.7384, 25.2721, -0.0006, 0.0009, 0.0005
Si, -5.3222, 8.1303, 18.744, -0.0008, 0.0007, 0.0004
Si, 13.6112, 4.1003, 22.5925, -0.0009, 0.0004, 0.0005
O, 2.5331, 9.1302, 26.9557, 0.0019, 0.0021, -0.0045
O, 3.6246, 8.6293, 16.0921, 0.0012, 0.0012, 0.0001
O, 10.2687, 2.6926, 25.4989, 0.0012, -0.0001, -0.0013
O, 3.7547, 0.1949, 17.1643, 0.0011, -0.0003, 0.0008
O, 5.5789, 6.0358, 22.0296, -0.0046, -0.0016, -0.0075
O, 1.8462, 12.0109, 19.9313, -0.0012, 0.0028, -0.0005
O, 2.0152, 3.4474, 21.1049, -0.0015, -0.0015, -0.0015
O, 4.4626, 10.242, 25.5765, -0.0015, 0.0007, -0.0017
O, 9.8624, 9.5549, 27.4439, -0.0023, 0.001, -0.0014
O, 6.4949, 8.127, 22.9966, -0.0006, 0.0004, -0.0012
O, 6.482, -0.1618, 24.0205, 0.0006, 0.0004, -0.0019
O, 6.9295, 8.3876, 20.2452, 0.0001, 0.0001, -0.0009
O, 8.0475, 5.9856, 22.822, 0.0108, -0.003, -0.001
O, 9.1623, -1.6024, 15.8317, -0.0007, -0.0004, 0.0006
O, 9.4895, 4.3133, 27.6302, 0.0011, 0.0019, -0.0018
O, 11.7258, 8.8123, 16.3584, -0.0007, -0.0002, 0.0012
O, 14.6954, 5.3212, 22.4961, -0.0008, -0.0001, -0.0007
O, 4.971, 3.5268, 22.5946, -0.0016, 0.0007, -0.0008
O, 4.3889, 4.7546, 20.1769, -0.0001, -0.0004, 0.0003
O, 5.4291, 6.7321, 18.7228, 0, 0.0001, -0.0005
O, 3.2647, 5.3172, 17.867, -0.0002, -0.0006, -0.0005
O, -1.9274, 7.3765, 25.9287, 0.0009, -0.0034, -0.0033
O, 6.4862, 1.0012, 26.3286, -0.0013, 0.0016, -0.0017
O, 2.3176, 6.5619, 27.6267, 0, -0.0139, 0.0071
O, 9.0906, 1.4385, 21.2212, -0.0018, 0.001, -0.0014
O, 3.8664, 2.7725, 17.7372, 0.0001, 0.0003, -0.0001
O, 8.4189, 2.1917, 16.4152, -0.0005, 0.0008, 0.001
O, 11.0241, 12.7919, 22.9723, -0.0007, 0.0006, -0.0003
O, 0.4906, 10.308, 18.5322, -0.0002, 0.0006, 0.0012
O, 4.5732, 0.9208, 19.572, 0.0007, 0.0005, -0.0015
O, 8.7965, 9.6457, 24.9286, -0.0011, 0.0006, -0.0024
O, 2.0168, 3.7936, 16.0773, -0.0006, -0.0001, 0.0022
O, 5.264, 9.2729, 18.1304, 0, 0.0004, -0.0005
O, 7.9959, 3.9099, 21.038, -0.0007, 0, -0.0011
O, 17.146, 10.1368, 21.407, -0.0002, 0.0004, -0.001
O, 7.8414, 2.3652, 28.0729, -0.0019, -0.0017, -0.0021
O, 2.5613, 2.931, 23.5988, 0.0004, 0.0005, -0.0008
O, 6.0798, 1.457, 17.458, -0.0006, 0.0004, 0.0017
O, 4.6759, 1.7619, 24.6244, -0.0001, 0.0022, -0.0007
O, 0.1718, 3.1246, 27.5244, -0.0012, -0.0029, -0.0045
O, 10.1757, 5.405, 21.5165, -0.0015, 0.0001, -0.0017
O, 8.745, 12.0602, 23.9976, 0.0006, 0.0008, -0.0003
O, 7.4973, 8.5731, 26.9702, -0.0052, -0.0035, 0.003
O, 0.6921, 7.6779, 18.7744, -0.0002, 0, 0.0005
O, 1.7949, 9.2936, 20.593, -0.0007, -0.0003, -0.0009
O, 4.2105, 5.2398, 26.2864, -0.0099, -0.0021, 0.0071
O, 7.5207, 8.1641, 17.6734, -0.0009, -0.0005, 0.0007
O, 6.2981, 3.6728, 26.3269, -0.0057, 0.0065, -0.0048
O, 12.3718, 7.5631, 25.695, 0.0003, -0.0017, 0
O, 6.1683, 5.9058, 24.6618, -0.0052, -0.0034, 0.0066
O, 0.6065, 4.7526, 23.0073, 0.0003, -0.0007, -0.0013
O, -0.3209, 2.5204, 20.3492, -0.0004, 0.0003, -0.0007
O, 14.6317, 7.0476, 19.8908, -0.0006, -0.0001, -0.0009
O, 4.9354, 8.0438, 27.1045, 0.0064, -0.0041, -0.0029
O, 8.176, 10.8061, 17.8077, -0.0008, 0.0008, 0.0005
O, 8.1307, -1.0057, 22.2831, 0.0003, 0, -0.0014
O, -2.4509, 3.7091, 23.3978, 0.0003, -0.0007, 0.0007
O, 6.5196, -9.2623, 21.141, 0, 0.0002, -0.0011
O, 6.6343, 6.0926, 27.2551, -0.0029, 0.0039, 0.0027
O, 9.93, 8.8321, 18.3207, -0.0013, 0.0001, -0.0004
O, 8.0417, 2.2825, 18.9818, -0.0009, -0.0002, 0.0017
O, 4.036, 1.1542, 22.1309, -0.0006, 0, -0.0012
O, 11.1594, 5.1947, 25.7999, 0.0011, 0.0004, -0.001
O, 1.4374, 3.4065, 18.5612, 0.0014, 0.0008, 0.0015
O, 12.3606, 6.922, 21.3434, -0.0007, -0.0002, -0.0007
O, 10.9184, 6.8785, 23.6464, -0.0006, 0.0016, 0.0012
O, 11.3499, 10.9041, 21.0909, -0.0004, 0.0007, -0.0014
O, 2.5226, 3.9514, 27.9477, 0.0156, 0.0114, 0
O, 6.2018, 1.5708, 31.9739, 0.0108, -0.0192, -0.0033
O, 14.5449, 6.51, 30.8067, 0.2367, 0.0034, 0.0173
O, 9.1566, 2.18, 13.8686, -0.0023, 0.0021, 0.0066
O, -7.5053, 0.6554, 30.3267, -0.012, -0.0163, 0.0033
O, 2.7549, 9.6856, 13.8111, 0.0089, -0.0074, -0.0002
O, 7.1112, 6.7383, 13.7679, 0.0082, -0.0015, 0.0008
O, -0.5167, -0.7906, 29.7313, -0.0092, -0.009, -0.0193
O, 4.4186, 5.4197, 28.8884, -0.0282, 0.0041, 0.0294
O, 6.776, -0.3974, 13.2053, 0.0037, -0.0039, 0.0024
O, 2.3057, -14.7092, 14.1154, 0.0069, 0.0023, -0.0009
O, 9.733, 2.7022, 29.8356, 0.0049, 0.0034, -0.0022
O, 4.457, 11.6709, 13.569, 0.0027, -0.0047, 0.001

Results
free energy: -183741.802 eV
free energy less fixed offsets of O -568.88, Si -635.61 eV per atom: 1.278 eV

The program warned: the cutoff lies below the one the program advises for these potential files; the forces do not sum to zero within the program's tolerance; the exchange-correlation potential is rough where the density is thin.
